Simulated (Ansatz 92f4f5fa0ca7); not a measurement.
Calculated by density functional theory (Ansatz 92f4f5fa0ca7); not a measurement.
Periodic cell of 224 atoms, Si133O90H1, from a study of silicon, its oxide and their interface. The atomic structure is a simulated model.
Doubt: the cutoff is far below the 930 eV that the study's wrapper takes by default for these files, so forces and energies are approximate.
This geometry differs little from another in the collection (a relaxation step or a small displacement).

Settings: functional PBE; potential files Ansatz PAW; basis plane waves; wave-function cutoff 580 eV; density cutoff ratio 5; exchange-correlation grid ratio 1; k mesh 1 x 1 x 1, Gamma-centred; self-consistency stop 5e-08 eV per atom in the density residual; occupations fixed; spin none; net charge +1 e, with a uniform compensating background and no finite-size correction.

Cell vectors (angstrom)
a  10.938  0  0
b  0  10.938  0
c  0  0  32.3356

Atoms: element, x, y, z (angstrom)
Si  0.1746  -0.1617  24.9284
Si  5.3668  0.1445  24.8085
Si  3.0932  2.3783  24.8278
Si  8.0318  3.0328  24.8675
Si  -0.238  5.8094  24.7165
Si  5.7919  5.2411  25.0595
Si  2.44  8.5571  24.8607
Si  8.4948  8.0946  24.9114
Si  1.4223  1.3844  26.1816
Si  6.9006  1.3681  26.1378
Si  4.1306  4.0428  26.1836
Si  9.6403  4.1768  26.1297
Si  1.378  6.8588  26.1138
Si  6.9307  6.8821  26.2507
Si  4.1314  9.5773  26.1585
Si  9.6249  9.5905  26.2903
Si  2.7551  -0.0095  27.5621
Si  8.205  0.0087  27.5613
Si  0.0187  2.7534  27.5147
Si  5.4978  2.691  27.5591
Si  2.736  5.456  27.5009
Si  8.2581  5.4683  27.5792
Si  0.0348  8.1697  27.5843
Si  5.47  8.2003  27.546
Si  4.1018  1.3673  28.9174
Si  9.5708  1.3673  28.9174
Si  1.3673  4.1018  28.9174
Si  6.8362  4.1018  28.9174
Si  4.1018  6.8362  28.9174
Si  9.5708  6.8362  28.9174
Si  1.3673  9.5708  28.9174
Si  6.8362  9.5708  28.9174
Si  0  0  30.2846
Si  5.469  0  30.2846
Si  2.7345  2.7345  30.2846
Si  8.2035  2.7345  30.2846
Si  0  5.469  30.2846
Si  5.469  5.469  30.2846
Si  2.7345  8.2035  30.2846
Si  8.2035  8.2035  30.2846
Si  1.3673  1.3673  31.6519
Si  6.8362  1.3673  31.6519
Si  4.1018  4.1018  31.6519
Si  9.5708  4.1018  31.6519
Si  1.3673  6.8362  31.6519
Si  6.8362  6.8362  31.6519
Si  4.1018  9.5708  31.6519
Si  9.5708  9.5708  31.6519
Si  2.7345  0  0.6835
Si  8.2035  0  0.6835
Si  0  2.7345  0.6835
Si  5.469  2.7345  0.6835
Si  2.7345  5.469  0.6835
Si  8.2035  5.469  0.6835
Si  0  8.2035  0.6835
Si  5.469  8.2035  0.6835
Si  4.1018  1.3673  2.0507
Si  9.5708  1.3673  2.0507
Si  1.3673  4.1018  2.0507
Si  6.8362  4.1018  2.0507
Si  4.1018  6.8362  2.0507
Si  9.5708  6.8362  2.0507
Si  1.3673  9.5708  2.0507
Si  6.8362  9.5708  2.0507
Si  0  0  3.418
Si  5.469  0  3.418
Si  2.7345  2.7345  3.418
Si  8.2035  2.7345  3.418
Si  0  5.469  3.418
Si  5.469  5.469  3.418
Si  2.7345  8.2035  3.418
Si  8.2035  8.2035  3.418
Si  1.2901  1.3929  4.7049
Si  6.82  1.3657  4.8025
Si  4.0849  4.0968  4.8166
Si  9.5085  4.1506  4.7683
Si  1.3581  6.8465  4.8335
Si  6.7649  6.9231  4.7758
Si  4.1107  9.5726  4.7986
Si  9.6661  9.4849  4.7657
Si  2.7167  0.0727  6.0331
Si  8.2089  -0.1317  5.994
Si  -0.1653  2.6571  6.0584
Si  5.4677  2.731  6.239
Si  2.6578  5.4484  6.2029
Si  8.1426  5.5661  6.0947
Si  0.0227  8.1429  6.3407
Si  5.4276  8.2602  6.2763
Si  3.7381  1.6341  7.4334
Si  9.6298  1.0409  7.3976
Si  1.4063  3.7573  7.3254
Si  6.549  4.4765  7.411
Si  4.222  6.6573  7.5238
Si  9.2636  6.9838  7.6159
Si  1.151  9.9861  7.4192
Si  7.1531  9.373  7.5051
O  9.5349  6.9286  24.3958
O  4.2353  1.2682  24.4028
O  8.1956  8.191  8.1035
O  2.6374  2.786  7.8415
O  6.8618  4.129  24.4464
O  1.2913  9.6676  24.433
O  3.6501  7.3017  8.9643
O  -0.025  0.0911  7.8719
O  5.3841  5.548  7.8999
O  6.7785  10.4067  8.7656
O  9.6689  6.0262  8.9245
O  1.8998  9.9954  9.2275
O  3.9237  0.846  8.9093
O  0.4278  3.9654  8.6425
O  8.8269  1.2727  8.8362
O  0.1881  10.3067  11.3191
O  8.0754  8.9269  23.5533
O  8.7137  2.5006  23.4672
O  5.0672  6.1149  23.875
O  2.5103  2.8213  23.3744
O  10.3563  0.4071  23.5794
O  0.263  5.3551  23.2117
O  2.9938  8.0474  23.4127
O  5.9504  10.4739  23.382
Si  9.8327  1.6422  22.6474
Si  2.8629  7.7019  21.8324
Si  4.745  10.0788  15.4501
Si  9.7153  -0.0108  17.6212
Si  4.2471  0.3132  12.7332
Si  4.6106  5.1802  11.6268
Si  7.5504  0.6326  9.6483
Si  1.7384  2.8647  21.9525
Si  6.0486  2.6278  19.2252
Si  6.0462  7.6474  18.4005
Si  6.7043  3.483  10.2281
Si  3.2332  12.6025  19.497
Si  2.5732  6.8437  10.1144
Si  5.3574  15.081  14.3432
Si  10.8294  -2.8458  17.5615
Si  13.3372  -1.7549  16.9351
Si  7.9992  11.3813  20.3477
Si  2.877  11.2603  10.0079
Si  6.6407  7.256  12.7282
Si  9.7195  6.0385  19.4886
Si  -4.0656  -1.5447  22.5562
Si  5.9941  6.5737  15.6547
Si  12.3775  12.1601  16.8613
Si  7.2016  10.3625  12.3546
Si  10.9775  5.2539  9.545
Si  5.3728  6.5564  22.3477
Si  6.9019  5.4463  20.2364
Si  1.9238  2.026  13.8477
Si  5.7241  1.7997  16.1804
Si  0.8741  9.1821  10.3838
Si  0.5675  0.9238  11.6803
Si  -2.875  4.6523  12.8178
Si  0.815  5.5384  21.6738
Si  3.8569  -1.3928  19.5737
Si  19.4311  6.6922  17.1324
Si  7.647  10.7546  15.241
Si  -0.1567  3.6227  12.2804
O  10.6525  7.2958  18.989
O  1.7355  1.3415  10.5687
O  18.4705  6.0975  15.9775
O  1.7688  13.028  15.4758
O  8.8669  10.5327  16.2722
O  0.162  2.5542  22.2146
O  1.9406  8.113  10.9828
O  -5.7138  4.098  10.5623
O  6.7075  1.3936  20.0589
O  12.247  -2.9534  16.7492
O  5.3879  7.3312  16.9449
O  -0.5197  13.079  11.6065
O  6.022  7.3797  14.2317
O  1.0436  11.7169  13.2339
O  7.1001  12.2725  15.439
O  5.5643  6.5013  11.7512
O  4.1317  10.1747  13.9343
O  9.1358  1.1215  21.2839
O  -0.3185  9.6384  17.9948
O  5.8697  6.3361  19.3369
O  6.1393  2.4267  17.6043
O  -0.2826  5.2028  20.5075
O  7.655  7.7968  18.0637
O  7.2842  4.029  8.8097
O  16.8068  0.4059  12.4645
O  1.9412  4.3923  21.426
O  9.1173  5.462  18.0499
O  1.2979  6.2634  9.311
O  -2.8039  -0.3852  13.687
O  9.7309  7.5259  16.4881
O  6.5575  1.8621  10.0572
O  7.9888  6.3003  12.713
O  -4.0205  3.9461  19.6197
O  10.7711  1.2227  17.2815
O  3.9836  11.1572  19.5815
O  5.3126  8.9253  19.102
O  8.0449  -0.097  11.033
O  15.3858  2.7661  19.5523
O  6.8802  -2.1746  12.1582
O  5.0432  5.2915  15.4399
O  -0.3579  8.4992  9.5846
O  3.6152  -0.2922  11.3188
O  6.3389  5.397  21.7541
O  1.2381  3.3851  13.1525
O  7.4491  -0.8824  21.1665
O  3.9743  6.5561  21.5216
O  15.9228  2.7978  15.141
O  6.9285  4.1422  13.8745
O  13.655  9.1145  18.5162
O  3.4334  12.6166  13.2007
O  6.0176  8.0537  22.2013
O  4.6696  -10.3941  16.3084
O  3.2699  9.0434  21.0043
O  7.7595  3.9367  11.3754
O  17.2985  -1.2017  15.4816
O  2.3311  1.7905  18.119
O  3.1638  5.7167  11.1118
O  4.4053  4.409  13.0457
O  -0.0528  4.7669  11.1001
O  12.7651  -0.3068  16.4669
O  8.3418  6.2165  20.3555
O  1.4053  7.0558  21.4782
O  8.6988  11.1613  18.8761
O  25.6325  -1.9724  16.0768
O  2.2979  1.8415  20.8177
O  -1.3786  4.1433  13.2438
H  -1.2284  8.9095  9.7362

Results
free energy: -135753.804 eV
free energy less fixed offsets of H -15.97, O -568.88, Si -635.61 eV per atom: -2.504 eV

Forces (eV/angstrom), in the order of the atoms: element, x, y, z
Si  0.0018  -0.0051  0.0038
Si  0.0034  -0.0028  0.0061
Si  -0.0013  -0.0019  -0.003
Si  0.003  -0.0029  0.0062
Si  -0.0012  0.0028  0.0057
Si  -0.0012  -0.0024  0.0004
Si  -0.005  -0.0018  0.006
Si  0.0045  -0.0024  0.0046
Si  0.0008  -0.003  0.0044
Si  -0.0023  0.001  -0.002
Si  -0.0006  0.0002  0.0035
Si  -0.0043  0.0034  -0.0003
Si  -0.0034  0.0048  0.0023
Si  0.0023  0.002  0.0033
Si  -0.0026  0.0048  0.0001
Si  0.0039  -0.0045  0.005
Si  -0.0022  -0.0012  -0.0023
Si  0.0017  0  -0.0003
Si  0.0019  -0.0005  0.0012
Si  -0.0001  0.0012  0.0018
Si  0.0011  0.0002  -0.0001
Si  0.0021  0  -0.0015
Si  0.001  0.0009  -0.0057
Si  0.0007  -0.0024  0.0015
Si  0.0781  -0.1114  0.1921
Si  0.1001  0.1936  -0.1526
Si  0.0092  0.1126  -0.1679
Si  0.1268  -0.0592  -0.0318
Si  -0.0947  -0.1257  -0.2182
Si  0.2288  -0.0401  0.4408
Si  0.2004  -0.0681  0.1672
Si  -0.1229  0.0799  -0.0074
Si  0.0261  0.0208  -0.0347
Si  -0.0331  0.0025  0.0216
Si  0.0457  0.0313  -0.0482
Si  0.0186  0.0618  0.0076
Si  0.0069  0.0769  0.0287
Si  -0.0129  -0.0111  -0.0413
Si  -0.0316  0.0382  0.0235
Si  0.0271  -0.0041  -0.0296
Si  0.0092  -0.0101  -0.0199
Si  0.0179  -0.0312  -0.0298
Si  -0.0117  -0.0214  -0.0112
Si  -0.0088  -0.0204  -0.0256
Si  -0.0006  -0.064  -0.0229
Si  0.0073  0.0049  -0.0158
Si  0.0544  0.014  -0.0168
Si  -0.0106  0.0152  -0.0107
Si  0.006  -0.0436  0.0019
Si  -0.0591  0.0631  0.0001
Si  -0.0157  0.0181  0.037
Si  -0.0197  0.049  0.0237
Si  -0.0302  0.0704  0.001
Si  0.0476  -0.019  0.0033
Si  0.0394  -0.0125  0.0226
Si  -0.0166  -0.0121  0.0466
Si  -0.0444  -0.0548  0.0048
Si  -0.0569  -0.116  0.0263
Si  0.087  0.0108  0.0102
Si  -0.0131  -0.0314  0.0161
Si  -0.0318  -0.1383  0.0276
Si  -0.1124  -0.0654  -0.0218
Si  -0.0226  0.0971  -0.0332
Si  0.1577  0.0943  0.014
Si  -0.0099  -0.4647  -0.5833
Si  -0.0475  0.0973  0.0265
Si  0.0008  0.1843  -0.1143
Si  -0.266  0.0581  0.0095
Si  -0.026  0.178  0.1378
Si  -0.1871  0.0477  0.1323
Si  -0.0534  -0.0231  0.2442
Si  0.0945  -0.0661  -0.1573
Si  0.012  0.0004  0.0057
Si  0.0017  -0.0052  0.0026
Si  -0.0038  0.0001  0.0023
Si  0.0021  -0.0006  -0.0002
Si  -0.0007  -0.0002  0.0032
Si  0.0047  -0.004  0.0029
Si  -0.0004  -0.0004  0.0019
Si  0.0002  -0.0013  0.0027
Si  0.0027  0.0089  -0.0126
Si  -0.0038  0.0034  -0.0095
Si  -0.0079  -0.0005  -0.0028
Si  0.0062  0.0057  -0.0059
Si  -0.0018  -0.0025  -0.0085
Si  -0.002  0.0075  0.003
Si  0.0031  0.0024  -0.0068
Si  -0.0048  -0.0005  -0.0032
Si  -0.0163  -0.0077  0.008
Si  0.0023  0.0032  0.0089
Si  0.0051  -0.0006  0.0076
Si  0.004  0.0015  0.002
Si  0.0029  0.0014  0.0106
Si  -0.0061  -0.004  -0.0056
Si  -0.0251  -0.0083  -0.0088
Si  0.0072  -0.0006  0.0109
O  -0.004  -0.0004  -0.0048
O  -0.0003  0.0027  0.0007
O  -0.0057  -0.0058  0
O  -0.0001  0.0017  0.0019
O  -0.0032  0.0006  0
O  0.0011  0.0033  -0.0049
O  0.0015  0.0001  -0.0039
O  0.0128  0.0054  -0.0099
O  -0.0006  0.0009  -0.0007
O  -0.0032  -0.003  -0.0045
O  -0.0019  0.0015  0.0028
O  0.0173  0.0092  0.038
O  0.0034  0.0031  -0.0061
O  0.0015  -0.0026  -0.0051
O  0.0034  0.0009  -0.0057
O  0.0034  -0.0002  -0.0005
O  -0.0007  -0.0003  0.0026
O  -0.0013  0.0013  0.0009
O  0.0015  -0.0016  0.0045
O  0.0015  -0.0002  0.0059
O  -0.0003  0.0002  0.0032
O  0.0003  -0.0006  0.0036
O  0.0002  0.0005  0.0024
O  -0.0019  0.0006  0.0014
Si  -0.0012  0.0001  -0.001
Si  -0.0007  0.0005  0.0001
Si  -0.0009  -0.0002  0.0012
Si  0.0001  -0.0002  0.0009
Si  -0.0009  0.0002  -0.001
Si  -0.0002  -0.0006  -0.0016
Si  -0.0009  -0.0006  0.0043
Si  -0.0011  0.0007  -0.0019
Si  -0.0003  -0.0006  0.0002
Si  0.0001  0.0001  -0.0005
Si  -0.0007  0.0003  0.0003
Si  -0.0004  -0.0011  -0.0013
Si  -0.0009  -0.0005  0.0023
Si  -0.0003  0.0004  0.0002
Si  -0.0002  0.0004  0.0009
Si  -0.0006  -0.0003  0.0005
Si  -0.0006  -0.0003  -0.0012
Si  -0.0117  -0.0126  -0.0012
Si  0.0012  0.0019  -0.0018
Si  -0.0008  0.0008  -0.0007
Si  -0.0003  0.0004  -0.0011
Si  -0.0004  -0.0003  0.001
Si  -0.0013  -0.0008  0.0005
Si  0.0006  -0.0001  -0.0016
Si  0.0004  0.0013  0.0043
Si  -0.0006  0.0006  -0.0021
Si  -0.0001  0.0003  -0.0011
Si  -0.0006  -0.0002  -0.001
Si  -0.0004  -0.0009  0
Si  0.0031  0.001  -0.0074
Si  -0.0009  0.0013  0.0004
Si  -0.0001  0.0005  -0.0014
Si  -0.0006  0.0001  -0.0007
Si  -0.0005  -0.0004  -0.0009
Si  -0.0005  0.0004  0.0015
Si  -0.0011  -0.0002  0.0002
Si  0.0001  -0.0013  -0.0005
O  -0.0011  -0.001  0.002
O  0.0005  0.0003  0.0001
O  -0.0008  -0.0004  0.0005
O  -0.0003  -0.0002  0.001
O  0  -0.0002  0.0012
O  -0.0003  -0.0001  0.0018
O  0.0005  0.0007  0.0011
O  0.0005  -0.0001  0.0011
O  -0.0002  -0.0001  0.0015
O  -0.0003  -0.0002  0.0008
O  -0.0007  -0.0004  0.0013
O  -0.0006  -0.0002  0.0015
O  0.0005  0  0.0015
O  -0.0009  0.0001  0.001
O  -0.0008  0.0007  0.0007
O  -0.0013  -0.0011  0.0021
O  -0.0008  -0.0001  0.0009
O  -0.0001  0.0003  0.0026
O  -0.001  0.0001  0.0004
O  -0.0005  -0.0011  0.0018
O  -0.0006  0.0004  0.0017
O  0.0003  -0.0002  0.0022
O  -0.0004  -0.0006  0.001
O  -0.0007  0.0008  -0.002
O  -0.0004  0  0.001
O  -0.0007  -0.0005  0.0014
O  -0.0009  -0.0005  0.0016
O  -0.0009  -0.0018  -0.0003
O  -0.0006  0.0005  0.0013
O  -0.0006  -0.0003  0.0008
O  -0.0004  -0.0011  0.0006
O  -0.0004  -0.0008  0.0026
O  -0.0006  0.0003  0.0012
O  -0.0006  0  0.0005
O  -0.0011  -0.0001  0.0008
O  -0.0009  -0.0001  0.0008
O  -0.0011  0.0021  0.0004
O  -0.0007  0.0003  0.001
O  -0.0012  -0.0004  0.0023
O  -0.0007  0.0001  0
O  -0.0056  0.0011  0.0106
O  0.0006  -0.0003  0.0004
O  -0.001  -0.0001  0.0028
O  -0.0006  0.0003  0.0016
O  -0.0007  -0.001  0.0023
O  0  -0.0004  0.0018
O  -0.0004  0.0001  0.001
O  -0.001  0  0.0012
O  0.0004  0.0002  0.0018
O  -0.0005  -0.0001  0.0019
O  -0.0003  -0.0002  0.0016
O  -0.001  0.0009  0.001
O  -0.0008  -0.001  0.0024
O  -0.0008  -0.0006  0.0004
O  -0.0002  -0.0007  0.0006
O  0.0001  0.0004  0.0017
O  -0.0011  0.0009  0.0007
O  0  -0.0001  0.0006
O  0.0003  0.0015  -0.0013
O  -0.0007  -0.0002  0.0008
O  -0.0014  -0.0002  0.0013
O  -0.0005  -0.0004  0.0015
O  -0.0014  0.0002  0.0019
O  -0.0005  0.0002  0.0006
O  -0.0014  0.0007  0.0029
O  -0.0003  0.0001  0.001
H  0.0037  -0.0016  -0.0081

The program warned: the cutoff lies below the one the program advises for these potential files; the forces do not sum to zero within the program's tolerance; the exchange-correlation potential is rough where the density is thin.
